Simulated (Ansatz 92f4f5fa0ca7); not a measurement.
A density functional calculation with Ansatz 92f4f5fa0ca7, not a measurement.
Periodic cell of 257 atoms, Si144O113, from a study of silicon, its oxide and their interface. The atomic structure is a simulated model.
This geometry differs little from another in the collection (a relaxation step or a small displacement).

Settings
functional: r2SCAN
potential files: Ansatz PAW
basis: plane waves
wave-function cutoff: 800 eV
density cutoff ratio: 5
exchange-correlation grid ratio: 1
k mesh: 1 x 1 x 1, shifted by 0.5 0.5 0 of a step
self-consistency stop: 1e-10 eV per atom in the density residual
occupations: fixed
spin: none
net charge: 0

Cell vectors (angstrom)
a 10.88 0 0
b 0 10.88 0
c 0.7525 1.6661 35.8947

Atoms: element, x, y, z (angstrom)
Si 11.663 3.7748 -7.391
Si 9.5559 2.8681 -4.2055
Si 5.7524 7.8098 -1.0126
Si 5.7291 5.9526 -8.7789
Si 2.8804 3.5349 -5.3234
Si 7.1092 3.2017 -0.0217
Si 5.8156 3.9178 -6.4656
Si 2.0205 3.6422 -0.633
Si 6.2857 7.6384 1.3645
Si 9.9651 11.3521 0.5801
Si 6.1498 2.3655 1.872
Si 9.2614 5.1851 1.2944
Si 1.7438 8.2154 1.2746
Si 4.5983 11.4832 1.6847
Si 10.8832 14.9415 2.6356
Si 4.6718 5.8724 1.6457
Si 5.4934 9.5028 2.6734
Si 8.0247 12.3798 2.8646
Si 5.3556 4.1599 3.0397
Si 8.0416 6.6814 2.65
Si 10.9826 9.3044 2.5389
Si 13.6346 12.3177 2.8511
Si 12.226 13.4578 1.3707
Si 2.8723 6.8161 2.7324
Si 4.1037 8.2415 4.1217
Si 6.8873 10.7644 4.1159
Si 3.9717 13.6719 4.3014
Si 6.8451 5.4494 4.2455
Si 9.4889 8.0958 3.9412
Si 12.1787 10.8496 3.9872
Si 9.5347 13.6645 4.1125
Si 12.2644 5.437 3.9943
Si 5.4354 6.8473 5.5036
Si 8.2155 9.4314 5.4635
Si 5.4692 12.2108 5.4142
Si 8.216 14.9739 5.527
Si 10.8778 6.7916 5.338
Si 13.5593 9.5607 5.4127
Si 10.8675 12.2241 5.417
Si 13.4992 15.0279 5.5647
Si 6.8188 8.1564 6.8668
Si 9.5281 10.8634 6.8005
Si 6.812 13.5808 6.778
Si 9.5703 5.4695 6.808
Si 12.2194 8.1579 6.723
Si 4.0756 10.8915 6.7688
Si 12.1834 13.5858 6.8521
Si 4.0605 5.4817 6.8536
Si 5.412 9.5456 8.1652
Si 8.1416 12.2359 8.1488
Si 5.4592 14.9401 8.1333
Si 8.1948 6.7784 8.1846
Si 10.9066 9.4979 8.1302
Si 2.7484 12.2392 8.1518
Si 10.8497 4.0947 8.2015
Si 13.5552 6.8551 8.1554
Si 4.0333 8.1942 9.5247
Si 6.7612 10.9184 9.5126
Si 4.1213 13.5868 9.5045
Si 6.8194 5.4006 9.5074
Si 9.5578 8.1521 9.5128
Si 12.2901 10.8349 9.4848
Si 9.4653 13.6152 9.5256
Si 12.2194 5.4853 9.5161
Si 5.4169 6.7813 10.7763
Si 8.145 9.5226 10.7676
Si 5.4363 12.2484 10.9542
Si 8.1277 4.0721 10.9585
Si 10.8903 6.8246 10.9484
Si 2.7161 9.5269 10.9736
Si 10.8954 12.2154 10.7374
Si 2.7576 14.9985 10.7595
Si 6.7677 8.1586 12.0693
Si 9.545 10.8522 12.0691
Si 6.7744 13.6 12.3679
Si 9.5004 5.4708 12.2901
Si 1.3774 8.1476 12.3836
Si 4.0892 10.8844 12.3513
Si 12.2793 13.5984 11.9965
Si 4.1008 5.4261 12.1608
Si 5.5101 9.4325 13.5962
Si 8.2565 12.163 13.5127
Si 5.3494 4.1215 13.6837
Si 8.0456 6.8773 13.5386
Si -0.0888 9.5654 13.6093
Si 2.6602 12.3611 13.533
Si 10.984 4.0276 13.4183
Si 2.828 6.73 13.6564
Si 4.6228 7.666 14.9168
Si 7.3355 10.3763 14.7307
Si 3.5457 3.1999 14.9238
Si 6.3495 5.891 14.8759
Si 8.9739 8.6394 14.8367
Si 0.8305 11.4408 14.6711
Si 8.6858 2.8754 17.301
Si 1.782 4.9383 14.7847
Si 4.4427 10.0965 -5.0861
Si 10.0698 13.1539 14.6429
Si 5.9657 10.0901 21.5664
Si 10.1229 10.272 20.9439
Si 4.774 5.1025 -0.5384
Si 1.4678 11.0892 16.8577
Si 2.7051 9.1654 24.1797
Si 12.0775 7.9715 21.955
Si 4.7058 7.0215 24.619
Si 3.8413 8.3462 20.3296
Si 3.0094 8.475 17.4801
Si 2.6948 12.12 24.06
Si 8.3625 11.8921 -1.9305
Si 5.6721 12.0908 -7.0608
Si 1.4137 13.0662 -3.2548
Si 9.8899 9.2236 -8.0118
Si 4.3001 3.5061 19.6023
Si 12.2319 4.1201 19.5208
Si 7.7735 7.8237 -9.7792
Si 11.1615 6.3129 -0.7653
Si 3.5285 10.0562 -0.5645
Si 8.1369 5.1564 -5.385
Si 7.4366 5.7401 16.9842
Si 10.7151 12.3937 19.0453
Si 8.3212 9.116 23.0164
Si 11.1064 7.7311 -3.5134
Si 6.7684 9.4819 -3.2767
Si 1.6796 6.1395 -5.7925
Si 8.1639 6.2206 21.8428
Si 9.4768 3.1513 -7.0741
Si 4.5896 12.5856 -9.7967
Si 8.767 8.2837 -5.1541
Si 5.9216 6.0481 19.6678
Si 11.6087 3.4649 24.1852
Si 6.5 10.5738 -9.3998
Si 5.0072 13.0312 22.2154
Si 8.8998 7.5896 16.9643
Si 7.8096 9.7113 19.003
Si 4.035 12.8521 16.9067
Si 1.8418 9.0284 -9.1969
Si 2.0135 10.2446 -3.274
Si 9.0706 11.946 -9.224
Si 3.8361 8.008 -7.1997
Si 11.708 6.2901 17.5002
Si 6.222 4.7257 23.5884
Si 2.0355 3.2769 -10.2209
Si 10.7816 5.077 21.9127
Si 6.745 11.5045 16.666
O 4.8045 6.9778 -7.9481
O 9.5142 11.2782 -0.9645
O 12.1981 8.8169 -3.0732
O 8.8137 4.3154 -4.1642
O 2.5594 9.4724 0.6068
O 4.2457 11.355 0.0779
O 11.2807 12.2587 0.7371
O 9.3805 8.7948 -6.5445
O 4.6192 8.9472 -0.9206
O 8.7718 11.9301 1.4779
O 10.2232 9.8771 1.1785
O 4.1743 13.3919 20.8749
O 6.7938 9.64 20.2513
O 1.9904 9.5547 16.8635
O 6.1379 4.2578 -0.7728
O 4.2181 8.1676 16.4481
O 4.9791 6.4365 -1.4525
O 4.6608 8.8671 -6.11
O 10.8104 6.7773 -2.2547
O 3.5455 9.0468 18.8994
O 6.3174 6.1316 18.1147
O 2.7972 4.6764 -10.3787
O 9.1727 10.2819 22.2625
O 9.8178 6.1702 0.1164
O 8.985 12.6851 -3.1659
O 6.5399 4.9049 -5.4082
O 11.8311 13.5495 18.9804
O 10.4369 7.2814 17.4402
O 5.7803 4.5775 -7.9402
O 2.5291 7.7977 21.077
O 1.6454 13.3706 -1.6939
O 2.7804 13.432 -4.0465
O 2.7028 10.6187 23.4675
O 5.4861 4.5267 19.9657
O 7.3861 13.0033 16.7057
O 11.8885 4.8859 -0.8295
O 2.676 12.0754 17.3185
O 3.1825 9.0048 -8.2938
O 9.859 2.7941 16.1975
O 4.736 7.0584 20.014
O 6.75 8.2304 -2.2262
O 8.0153 8.4082 18.0846
O 9.2724 13.0607 18.658
O 8.7315 9.0996 24.5741
O 6.7408 9.4399 22.8445
O 10.7172 11.7347 20.5479
O 11.4595 5.289 18.7379
O 9.409 13.1427 -5.6993
O 5.9157 3.4186 22.6828
O 8.2367 4.4095 17.5223
O 9.5633 10.784 -8.221
O 2.9359 4.3351 19.384
O 11.1518 11.2754 17.9524
O 2.4646 5.0438 -4.8982
O 3.5184 4.1774 -0.9604
O 7.4686 9.1171 -4.6881
O 2.1844 7.1171 17.7606
O 7.4883 12.9436 -1.0877
O 10.1901 12.274 -10.3089
O 3.0525 12.9058 -10.1092
O 4.7397 12.7843 -8.1974
O 1.8667 2.9873 -6.4608
O 7.4525 10.7059 -2.4956
O 4.3546 3.6128 -5.9018
O 1.413 12.9954 23.5977
O 9.3585 5.3408 21.2122
O 1.86 4.6025 24.4129
O 7.7395 11.4357 -9.9962
O 11.8936 5.4055 16.1674
O 11.1099 3.12 -3.8329
O 8.4277 4.01 0.5185
O 6.6693 9.0083 -9.6647
O 9.1685 8.3231 -9.1443
O 11.8036 4.1898 21.0639
O 7.2199 10.8781 18.0798
O 5.5133 13.5461 -10.7242
O 1.4976 8.3678 23.4974
O 8.7984 13.261 -8.324
O 4.8413 11.4694 -5.8318
O 5.8547 11.6861 21.8667
O 7.1179 6.4451 20.6615
O 11.8932 11.5067 -3.4442
O 4.0231 12.8086 23.4761
O 9.2679 9.9292 19.6279
O 1.7216 7.6988 -10.1203
O 5.1306 5.9459 23.4751
O 1.9065 10.3027 -10.2037
O 11.7987 5.3663 -6.9997
O 4.6171 2.7338 18.2249
O 2.6759 7.2207 -6.4167
O 12.1052 7.3887 -0.0272
O 7.6056 5.3796 23.1097
O 11.3857 6.543 22.1292
O 11.2268 9.1256 21.2071
O 5.2763 9.9018 -3.7159
O 10.5247 4.1812 23.2414
O 5.1072 11.0647 -10.0685
O 8.6628 7.6706 22.3717
O 8.6925 4.5573 -6.7892
O 7.217 6.5691 -8.9273
O 4.5117 9.4359 21.3261
O 4.1005 8.3671 23.9706
O 11.4835 9.0505 -8.161
O 5.1756 5.7208 -10.2803
O 6.4902 10.898 -7.7929
O 12.0051 3.4498 -8.92
O 9.7833 8.5364 -3.9261
O 8.423 6.7178 -5.2544
O 2.9078 10.1819 -4.6092
O 6.5535 13.3389 -6.504
O 5.1348 11.6991 16.5594
O 2.8145 10.5315 -1.9064
O 11.5276 6.8779 -4.808

Results
free energy: -156562.848 eV
free energy less fixed offsets of O -570.45, Si -639.56 eV per atom: -5.358 eV

Forces (eV/angstrom), in the order of the atoms: element, x, y, z
Si 0.0083 0.0254 0.1719
Si 0.0184 -0.039 0.2162
Si -0.0174 -0.0313 0.1601
Si -0.0124 -0.0146 0.2086
Si -0.0139 -0.0244 0.1939
Si -0.0154 0.0319 0.1222
Si -0.0055 0.0061 0.175
Si 0.0232 0.0217 0.139
Si -0.0004 -0.0052 -0.0029
Si 0.0078 0.0015 0.147
Si -0.0019 0.0005 -0.004
Si -0.0017 -0.0068 0.0644
Si -0.0009 -0.0011 0.0862
Si 0.0108 0.0024 0.0435
Si 0.0003 0.0083 -0.005
Si 0.0028 0.0007 -0.0142
Si -0.0027 0.0073 -0.003
Si -0.0032 0.0005 0.022
Si 0.0019 0.0009 -0.0028
Si 0.0075 -0.0032 -0.0039
Si 0.011 -0.0066 0.0226
Si 0.0056 -0.0001 -0.0057
Si 0.0031 0.0061 0.0304
Si -0.0033 0.0024 -0.0032
Si 0.0037 -0.0017 0
Si 0.0051 0.0001 -0.0033
Si -0.0008 0.0013 0.0013
Si -0.003 0.0015 0.0008
Si 0.0032 0.0033 -0.0018
Si -0.0031 -0.0006 -0.003
Si -0.003 -0.007 -0.0008
Si 0.0025 0.0008 -0.0017
Si 0.0009 0.0015 0.001
Si -0.0005 0.0011 0.0001
Si -0.0014 0 -0.0021
Si 0.003 0.0013 0.0005
Si -0.0005 -0.0011 0.0012
Si 0.002 0.0014 -0.0003
Si 0.0021 0.0007 0.0013
Si 0.0004 -0.0005 -0.0007
Si 0.0015 -0.0014 -0.0003
Si 0.0022 -0.0012 -0.001
Si 0.0016 -0.0014 -0.0012
Si 0.002 0.001 -0.0005
Si -0.0001 0.0003 -0.0006
Si 0.0002 -0.0007 -0.0006
Si -0.0013 0.0003 0.0004
Si 0.0005 0.0007 -0.0012
Si -0.0009 0.0018 -0.0014
Si 0.0001 0.0017 -0.0016
Si 0.0022 -0.001 -0.0018
Si 0.0028 -0.0008 -0.0001
Si 0.0013 -0.0013 0.0001
Si 0.0009 -0.0022 -0.0003
Si -0.0003 0.0012 -0.001
Si -0.0008 0.0008 -0.0022
Si 0 -0.0003 0
Si 0.0012 -0.0018 -0.0002
Si 0.0008 0.0018 -0.0019
Si 0.0005 -0.001 -0.0014
Si -0.0005 0.0007 -0.0015
Si 0.0002 0 -0.0025
Si 0.0005 -0.0007 -0.0003
Si 0.0008 0.0015 -0.0005
Si 0.0015 -0.001 0.001
Si 0.0037 -0.0005 0.0014
Si -0.0006 0.0002 0.0017
Si 0.0002 0.0011 0.0014
Si 0.001 0.0005 0.0008
Si 0.0006 -0.0005 0.0014
Si 0.0009 -0.0021 0.0015
Si 0.0022 -0.0011 0.0005
Si 0.0005 -0.0014 -0.0005
Si 0.0022 0.001 -0.0008
Si 0.0001 0.0014 0.0023
Si -0.0015 0.0027 0.0034
Si -0.0001 0.0006 0.0035
Si -0.0004 0.0004 0.0013
Si 0.0027 -0.002 -0.0012
Si 0.0008 -0.0023 -0.0006
Si 0.0042 0.0011 -0.0052
Si 0.0005 -0.0049 -0.004
Si -0.0042 0.005 -0.0068
Si -0.0021 0.0057 -0.0025
Si -0.0051 0.003 -0.0037
Si -0.0028 0.0056 -0.0037
Si 0.0021 -0.0008 -0.0031
Si 0.0016 -0.0001 -0.0074
Si -0.0109 0.0116 0.0542
Si 0.0007 0.0027 0.0006
Si 0.0006 -0.0056 0.0059
Si 0.0034 -0.0007 0.0034
Si 0.0031 -0.0027 -0.0006
Si 0.0074 -0.0056 0.0028
Si 0.0054 -0.0139 0.1245
Si -0.0194 0.0126 0.0557
Si -0.0275 -0.0101 0.2245
Si -0.0089 0.0116 0.0447
Si -0.0063 0.0263 0.1882
Si 0.0052 -0.0459 0.1908
Si 0.01 0.0001 0.1074
Si -0.0102 -0.0114 0.111
Si 0.0326 0.0267 0.1935
Si -0.0017 -0.0024 0.1878
Si 0.0108 -0.002 0.1876
Si -0.0129 0.0016 0.1987
Si -0.0046 0.0044 0.155
Si -0.0344 -0.0123 0.1807
Si -0.0101 0.0069 0.2089
Si -0.0093 -0.0009 0.2069
Si -0.0042 -0.0177 0.2096
Si -0.0205 -0.0161 0.2057
Si -0.0101 0.0082 0.198
Si 0.0131 -0.0079 0.1776
Si -0.0025 0.0274 0.2151
Si 0.0081 -0.0034 0.1828
Si 0.0276 -0.0054 0.1755
Si 0.0248 0.0196 0.1645
Si -0.0289 -0.0113 0.1185
Si 0.0164 0.0022 0.1658
Si 0.0098 -0.0163 0.2226
Si 0.0093 -0.0067 0.2137
Si 0.0132 -0.0269 0.2163
Si -0.0335 0.0099 0.1814
Si 0.0138 -0.0111 0.1829
Si -0.0053 0.0168 0.1569
Si -0.0016 -0.0327 0.1995
Si -0.031 0.0131 0.2135
Si 0.0075 0.0161 0.2084
Si 0.023 -0.0178 0.21
Si 0.0126 0.0131 0.1587
Si 0.0062 0.019 0.2177
Si 0.0095 0.0194 0.1046
Si 0.0052 0.0038 0.2109
Si 0.0138 0.0079 0.1226
Si 0.0125 -0.0057 0.2126
Si 0.0043 0.0139 0.1922
Si -0.0337 0.0177 0.193
Si -0.0015 0.007 0.2032
Si 0.0105 -0.017 0.1373
Si -0.0392 0.008 0.2017
Si -0.0255 0.002 0.2009
Si -0.0288 -0.0104 0.1858
Si 0.0069 0.0087 0.1117
O 0.0344 -0.0324 -0.0898
O -0.0313 0.0095 -0.11
O -0.0125 -0.0111 -0.0637
O -0.0206 0.0217 -0.0912
O 0.0232 0.0245 -0.0739
O -0.0222 -0.0253 -0.0838
O -0.0202 -0.0146 -0.0471
O 0.0394 0.032 -0.1665
O -0.0053 0.0065 -0.0621
O 0.037 -0.0119 -0.0635
O -0.0161 0.0278 -0.0489
O -0.0244 0.0375 -0.1397
O 0.0477 -0.0097 -0.1337
O -0.0143 0.0233 -0.0561
O 0.0013 0.0044 -0.0552
O 0.0342 -0.0207 -0.089
O -0.0069 0.0155 -0.0761
O -0.016 -0.0493 -0.1175
O -0.0062 0.0432 -0.1474
O -0.0234 0.0054 -0.1302
O 0.0617 -0.0117 -0.15
O 0.0276 0.0246 -0.0774
O 0.0346 0.0273 -0.1104
O 0.0325 0.0207 -0.0805
O 0.0386 0.0594 -0.1349
O -0.0241 -0.0211 -0.0772
O -0.0129 -0.0205 -0.0595
O -0.0349 0.0084 -0.0529
O -0.0044 0.0453 -0.1154
O 0.0473 0.0039 -0.0954
O -0.0257 -0.0442 -0.1584
O 0.0355 0.0392 -0.1134
O -0.0023 -0.007 -0.0724
O -0.0068 0.0031 -0.0669
O -0.0044 -0.0072 -0.0442
O -0.004 0.0104 -0.0583
O 0.0021 0.0052 -0.06
O -0.0461 0.017 -0.1131
O 0.0226 -0.0122 -0.08
O 0.0138 -0.0171 -0.0669
O 0.0306 0.0562 -0.1398
O 0.0284 -0.0544 -0.1142
O -0.0283 0.024 -0.0829
O -0.009 -0.0146 -0.1811
O -0.0245 0.0142 -0.0973
O 0.0053 0.0355 -0.0994
O -0.0116 0.0475 -0.1019
O 0.0012 0.0121 -0.1459
O -0.019 -0.0432 -0.0952
O -0.0104 0.0238 -0.0516
O -0.0051 0.0259 -0.074
O -0.0044 -0.007 -0.0492
O 0.0323 -0.0231 -0.1031
O -0.0044 0.0043 -0.0682
O -0.0202 -0.0172 -0.0585
O 0.0392 -0.0212 -0.108
O -0.009 0.0008 -0.0544
O 0.0375 -0.0568 -0.1019
O 0.0502 0.0208 -0.1308
O -0.0069 0.0037 -0.0633
O -0.029 0.0045 -0.1384
O -0.0457 0.0038 -0.1013
O -0.0203 -0.0306 -0.0815
O 0.0412 0.0043 -0.0731
O 0.0019 -0.0046 -0.067
O -0.0002 -0.0033 -0.0634
O -0.0398 -0.0186 -0.0961
O -0.0012 -0.0019 -0.0661
O 0.0247 -0.0227 -0.0898
O -0.032 0.0166 -0.0875
O -0.0131 -0.021 -0.0471
O 0.0166 -0.0302 -0.0674
O -0.0396 -0.029 -0.0968
O 0.0373 -0.0249 -0.1355
O -0.0195 0.0329 -0.1157
O 0.0188 0.0371 -0.1301
O -0.0425 -0.0327 -0.1201
O -0.0116 -0.0644 -0.1122
O 0.0317 0.0459 -0.1135
O 0.0086 -0.0288 -0.0689
O -0.0641 -0.003 -0.1263
O -0.0007 0.0041 -0.0587
O 0.0491 0.0116 -0.1069
O -0.0422 -0.0058 -0.105
O -0.0017 -0.0367 -0.1281
O 0.0212 -0.0262 -0.0822
O 0.003 0.0272 -0.1244
O -0.0178 -0.0375 -0.0832
O -0.0131 -0.0411 -0.1364
O 0.0386 0.0307 -0.0881
O -0.0273 -0.0278 -0.0917
O 0.0353 0.0313 -0.096
O -0.0019 -0.0035 -0.0601
O -0.0219 0.0299 -0.0724
O -0.0425 0.0195 -0.1126
O -0.0232 0.0509 -0.1274
O -0.019 0.0079 -0.0749
O -0.0038 -0.0221 -0.0673
O 0.0162 -0.0271 -0.0796
O 0.0187 0.025 -0.0821
O -0.013 -0.0245 -0.0811
O -0.0167 0.0164 -0.0689
O 0.0384 0.0017 -0.0844
O -0.045 -0.0179 -0.1306
O 0.013 -0.027 -0.1155
O 0.0578 -0.0228 -0.1674
O -0.0338 -0.001 -0.0912
O -0.0057 -0.0222 -0.0608
O 0.0517 -0.0067 -0.1066
O -0.0062 -0.0174 -0.0603
O 0.0036 -0.0008 -0.0449
O -0.0445 0.0054 -0.1377
O 0.0393 -0.0414 -0.12

The program warned: the cutoff lies below the one the program advises for these potential files; the forces do not sum to zero within the program's tolerance; empty levels may hold ghost states of the PAW files; the exchange-correlation potential is rough where the density is thin.
